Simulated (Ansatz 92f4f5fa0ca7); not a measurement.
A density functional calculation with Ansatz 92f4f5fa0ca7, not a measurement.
Periodic cell of 221 atoms, Si132O87H1N1, from a study of silicon, its oxide and their interface. The atomic structure is a simulated model.
Doubt: the cutoff is far below the 930 eV that the study's wrapper takes by default for these files, so forces and energies are approximate.
This geometry differs little from another in the collection (a relaxation step or a small displacement).

Settings
functional: PBE
potential files: Ansatz PAW
basis: plane waves
wave-function cutoff: 580 eV
density cutoff ratio: 5
exchange-correlation grid ratio: 1
k mesh: 1 x 1 x 1, Gamma-centred
self-consistency stop: 5e-08 eV per atom in the density residual
occupations: fixed
spin: none
net charge: 0

Cell vectors (angstrom)
a 10.938 0 0
b 0 10.938 0
c 0 0 32.5718

Atoms and the computed forces on them: element, x, y, z (angstrom), force x, y, z (eV/angstrom)
Si -0.2612 0.2945 25.1823 -0.0097 0.0191 -0.0328
Si 5.6673 -0.2876 25.1657 0.0205 -0.0298 -0.0364
Si 2.3696 2.9953 25.0958 -0.0266 0.0171 -0.0385
Si 8.465 2.5194 25.1434 0.0226 -0.0147 -0.0249
Si 0.1337 5.2385 24.9667 0.0148 -0.0245 -0.0257
Si 5.2251 5.7858 25.0983 -0.0123 0.0251 -0.0347
Si 2.9831 8.0073 25.0569 0.0254 -0.0157 -0.0288
Si 7.9012 8.435 25.1023 -0.026 0.0165 -0.0343
Si 1.3065 1.4331 26.4957 -0.0065 0.0062 0.0045
Si 6.8235 1.3665 26.3993 0.0044 -0.0021 0.0041
Si 4.0493 4.1362 26.342 -0.0039 0.0056 0.004
Si 9.5821 4.1194 26.4367 0.0079 -0.0049 0.0061
Si 1.3298 6.8359 26.3017 0.0047 -0.0039 0.0028
Si 6.7867 6.8789 26.468 -0.0066 0.0081 0.0054
Si 4.0869 9.5364 26.4785 0.0061 -0.0061 0.0064
Si 9.5224 9.5828 26.4026 -0.0069 0.0047 0.0049
Si 2.7155 0.0209 27.7824 0.0019 -0.0042 -0.0013
Si 8.1835 0.0122 27.8019 -0.0011 -0.0009 -0.0083
Si -0.0299 2.7774 27.8537 -0.002 0.0038 -0.0029
Si 5.4377 2.7597 27.7375 0.0022 -0.0029 -0.0012
Si 2.7009 5.4938 27.7561 -0.0003 0 -0.0035
Si 8.1876 5.4859 27.7746 0.0019 -0.0018 -0.0036
Si -0.0085 8.2056 27.735 0.0001 -0.0011 -0.0031
Si 5.4511 8.2143 27.8558 -0.0011 0 -0.0039
Si 4.1018 1.3673 29.1535 0.0266 0.1166 -0.1738
Si 9.5708 1.3673 29.1535 -0.1734 -0.005 0.272
Si 1.3673 4.1018 29.1535 0.121 0.2858 0.2436
Si 6.8362 4.1018 29.1535 -0.1185 -0.0135 -0.2416
Si 4.1018 6.8362 29.1535 -0.2803 -0.1694 0.1874
Si 9.5708 6.8362 29.1535 0.0538 0.0614 -0.2125
Si 1.3673 9.5708 29.1535 -0.1081 -0.0575 -0.2246
Si 6.8362 9.5708 29.1535 0.0237 0.1493 0.3526
Si 0 0 30.5208 -0.0318 -0.0185 -0.0193
Si 5.469 0 30.5208 0.0798 -0.0151 0.0037
Si 2.7345 2.7345 30.5208 0.0235 0.0438 -0.0194
Si 8.2035 2.7345 30.5208 -0.0153 -0.1125 0.0036
Si 0 5.469 30.5208 0.0756 0.0078 -0.0068
Si 5.469 5.469 30.5208 -0.0684 -0.0429 -0.0127
Si 2.7345 8.2035 30.5208 0.0201 -0.0644 -0.002
Si 8.2035 8.2035 30.5208 0.0231 0.0385 -0.0205
Si 1.3673 1.3673 31.888 -0.0015 -0.0003 -0.0194
Si 6.8362 1.3673 31.888 -0.0249 0.0635 -0.0046
Si 4.1018 4.1018 31.888 0.0207 -0.0246 0.0029
Si 9.5708 4.1018 31.888 0.0134 0.0616 -0.037
Si 1.3673 6.8362 31.888 -0.0867 0.0025 -0.0207
Si 6.8362 6.8362 31.888 0.0117 0.0221 -0.0249
Si 4.1018 9.5708 31.888 -0.0447 0.0212 -0.0274
Si 9.5708 9.5708 31.888 -0.009 -0.0116 -0.0057
Si 2.7345 0 0.6835 0.0455 -0.0423 0.0267
Si 8.2035 0 0.6835 -0.0017 -0.007 0.0082
Si 0 2.7345 0.6835 -0.0218 -0.0268 0.0155
Si 5.469 2.7345 0.6835 0.0181 -0.0346 0.031
Si 2.7345 5.469 0.6835 -0.0039 0.0545 -0.0007
Si 8.2035 5.469 0.6835 0.0075 -0.0428 0.0233
Si 0 8.2035 0.6835 0.0635 -0.0136 0.0218
Si 5.469 8.2035 0.6835 0 -0.0065 0.0204
Si 4.1018 1.3673 2.0507 -0.0548 0.0664 0.0057
Si 9.5708 1.3673 2.0507 0.0506 0.0284 0.0036
Si 1.3673 4.1018 2.0507 -0.0175 0.0314 0.017
Si 6.8362 4.1018 2.0507 -0.0092 0.0583 0.0259
Si 4.1018 6.8362 2.0507 -0.0399 -0.0709 -0.0224
Si 9.5708 6.8362 2.0507 -0.0233 0.0187 0.0285
Si 1.3673 9.5708 2.0507 -0.0875 0.0169 0.0143
Si 6.8362 9.5708 2.0507 0.0809 0.0132 -0.0104
Si 0 0 3.418 0.1957 0.0968 -0.3267
Si 5.469 0 3.418 0.1309 0.0748 0.4563
Si 2.7345 2.7345 3.418 0.2991 -0.236 0.0561
Si 8.2035 2.7345 3.418 -0.0905 -0.2091 0.1077
Si 0 5.469 3.418 -0.0058 -0.1811 -0.0958
Si 5.469 5.469 3.418 -0.254 -0.1406 -0.2729
Si 2.7345 8.2035 3.418 0.266 0.0601 0.0549
Si 8.2035 8.2035 3.418 -0.1406 0.1766 -0.1964
Si 1.4265 1.3052 4.7815 0.0018 0.006 -0.0018
Si 6.8597 1.3693 4.8662 0.0002 0.0015 0.0057
Si 4.1771 4.0328 4.8031 0.0096 -0.0057 0.0033
Si 9.5773 4.0741 4.773 -0.0007 -0.0013 0.0012
Si 1.4099 6.7934 4.7491 -0.0008 -0.0003 0.0027
Si 6.7681 6.8766 4.7308 0.0001 0.0031 0.012
Si 4.1245 9.5621 4.8314 0.0005 0.0031 0.0114
Si 9.5623 9.6121 4.7413 -0.0079 -0.0081 0.0067
Si 2.8159 -0.0155 6.2581 -0.0005 0.0066 0.0084
Si 8.2657 0.0146 6.2349 0.0063 -0.0069 0.0083
Si 0.033 2.673 6.0963 0.0081 -0.0013 0.0014
Si 5.5691 2.7469 6.3422 -0.0047 0.0121 0.0059
Si 2.7649 5.3979 6.099 -0.0006 -0.0077 0.0031
Si 8.1322 5.4808 5.9927 -0.0106 0.0076 -0.0032
Si 0.0474 8.2308 5.986 -0.0021 0.0099 0.0027
Si 5.4677 8.1976 6.2373 0.0102 -0.006 0.0007
Si 3.9311 1.6075 7.6487 0.0029 -0.008 -0.002
Si 9.9821 1.0929 7.5318 -0.0031 -0.0047 0.0216
Si 1.6152 3.7869 7.3915 0.0142 -0.0126 0.0356
Si 6.7158 4.4866 7.5968 -0.0071 0.002 0.0184
Si 4.2843 6.5315 7.4672 0.0262 -0.0221 0.0607
Si 9.3519 7.0648 7.1351 -0.0147 0.0062 0.0154
Si 1.19 9.6625 7.438 0.0038 0.0047 0.0103
Si 7.1748 9.2843 7.4974 0.0094 -0.0098 0.0117
O 1.2755 4.1113 24.5156 0.0066 -0.0062 0.0277
O 6.7947 9.5688 24.6045 -0.0024 0.0053 0.0331
O 2.7499 2.7192 7.9153 -0.0225 0.0202 -0.0093
O 8.3219 8.1415 7.8567 -0.0004 -0.0014 -0.0206
O 5.4757 5.5088 7.9988 -0.0296 0.0202 -0.0223
O 0.0869 -0.1393 7.8876 0.0001 0.001 -0.0079
O 4.1051 6.8879 24.5575 0.0003 -0.0022 0.0267
O 9.5623 1.39 24.6181 -0.0001 -0.0024 0.0299
O 1.649 8.8773 8.8159 0.0004 -0.0049 0.0034
O 0.9095 4.2423 8.8015 0.0221 -0.0067 -0.029
O 9.7534 1.7639 9.039 -0.0023 -0.0317 0.0123
O 6.6721 9.8634 8.9572 0.0131 -0.006 -0.002
O 4.4256 1.1797 9.1639 -0.0017 -0.0211 0.0337
O 3.4434 6.9475 8.8196 -0.0052 -0.0061 -0.0391
O 7.54 4.211 9.0172 -0.0166 0.0021 -0.0215
O 10.0432 6.1406 8.275 0.0016 0.0026 0.0032
O 2.9146 2.1537 23.7853 -0.0031 0.0108 0.0182
O 4.8398 0.2586 23.8525 0.0075 -0.0024 0.0157
O 7.9267 3.3168 23.8045 0.0012 -0.0056 0.009
O 10.3036 5.7777 23.5845 0.0067 -0.0046 0.0132
O 8.4405 7.6881 23.7363 -0.0017 0.0072 0.0187
O 2.4419 8.7696 23.6895 0.0044 -0.0087 0.0133
O 6.0504 5.2609 23.7653 -0.0064 -0.0022 0.0147
O 0.5394 10.6421 23.8805 -0.0089 0.0021 0.0137
Si 3.2241 9.2106 11.9502 -0.0993 0.0444 -0.0501
Si 8.1945 4.8051 10.4032 -0.0123 0.0004 -0.007
Si 7.0705 4.7847 17.4898 0.0023 0.0012 0.003
Si 4.3038 1.61 23.1337 -0.0056 -0.0075 0.0057
Si 12.3786 3.3134 19.2637 -0.0035 -0.0019 0.0096
Si 7.9509 -2.9578 14.5501 0.0116 -0.0137 -0.0066
Si 1.0925 9.3861 23.0141 0.0031 0.0089 0.0066
Si 4.0457 12.9169 20.121 -0.0049 0.0053 -0.0047
Si -2.3911 2.944 12.6654 -0.0065 0.005 -0.002
Si -3.9153 14.2064 20.1407 0.0098 -0.01 -0.0035
Si 1.1205 -4.5843 18.5221 0.0011 -0.0015 0.0062
Si 0.8785 11.2041 12.4535 0.0348 -0.0497 0.0584
Si 10.3136 9.7687 14.8365 0.0011 -0.0013 0.0006
Si -6.029 3.1439 16.0779 0.0008 0.0022 0.0027
Si 7.2068 10.2403 10.4617 0.0441 -0.012 0.0228
Si 0.6619 17.6606 15.4677 0 0.0003 0.0067
Si -1.388 4.1929 15.4282 0.002 0.0004 0.0061
Si -0.0146 5.4195 9.4098 -0.0146 -0.0123 -0.0092
Si 5.0731 7.4336 13.5783 0.0033 -0.0074 0.0028
Si 6.57 3.8711 23.0969 0.0022 0.0124 0.0026
Si 7.4963 7.7197 17.3892 0.0038 -0.0006 -0.0014
Si 9.8105 1.0637 10.5257 0.0008 -0.0526 -0.0122
Si 2.184 11.6171 18.2038 0.0024 0.0031 0.003
Si 9.7831 1.8797 19.7438 0.0023 -0.0001 0.0068
Si 4.6476 0.7311 10.7184 -0.0168 -0.0817 0.0153
Si 3.0261 2.1874 13.0466 -0.0305 -0.0126 -0.0274
Si 2.1843 7.5712 9.6407 0.0361 0.0106 0.003
Si 5.9047 9.5813 15.6402 -0.0026 -0.0027 0.0053
Si 3.184 5.017 14.4232 0.0073 -0.0029 -0.0007
Si 9.7112 7.1437 22.8728 -0.005 0.0065 0.008
Si 11.2898 10.2412 20.2618 -0.007 0.0062 0.0059
Si 7.3054 -3.6074 11.8137 -0.0163 0.0186 0.0008
Si -1.3672 7.5678 19.8094 0.0006 0.0013 -0.0034
Si 3.6487 0.5348 15.7912 -0.0018 0.0032 0.0037
Si 9.6415 12.3629 16.5456 0.0018 -0.001 0.0018
Si 7.041 1.5049 14.805 0.0047 0.0057 0.0041
O 4.3409 9.981 15.8543 -0.0001 0 -0.0036
O 10.2661 -0.0473 16.0773 0.0002 -0.0014 -0.0042
O 8.7136 -0.1274 10.4826 -0.0335 0.0279 0.0095
O 0.2001 8.291 15.0132 -0.0011 -0.0018 0.0063
O 4.3928 -4.8502 14.1897 -0.0122 -0.0011 0.0003
O 2.8276 14.0495 20.1514 0.006 -0.0038 -0.0043
O 1.8621 5.9849 14.5877 0.0048 -0.0017 0
O -1.7831 14.8155 13.8644 0.0003 -0.0008 -0.0039
O -2.8485 1.5712 16.0468 -0.0061 -0.0024 -0.0062
O -1.0973 4.7783 10.4424 0.0153 0.0115 0
O 10.523 -4.4583 19.0644 -0.0014 0.004 -0.0022
O 8.4188 7.4337 16.0404 -0.0035 0.0012 -0.0015
O -3.2198 1.7178 13.3466 -0.0024 -0.0013 0.0065
O 3.4584 12.1491 14.3145 0.0028 0.0078 0.0012
O 1.3672 9.9337 21.5057 0.0022 -0.0062 0.0086
O 8.2457 7.1246 13.1759 -0.0056 0.0037 0.0004
O 8.2846 2.2263 20.3121 -0.0063 0.0042 -0.0049
O 10.3196 8.9861 19.9877 0.0049 -0.0003 -0.0044
O 4.0789 1.2576 21.5762 0.0036 -0.0018 0.0091
O -3.6858 8.8957 11.3793 0.0002 0.0512 -0.0318
O 6.8537 4.1194 21.522 -0.0024 0.0037 0.0128
O 8.3069 7.8709 18.8011 0.0006 -0.0009 -0.0008
O 12.198 10.4971 18.934 -0.0006 -0.0042 0
O 6.6062 6.3554 17.5275 0.001 0.0009 -0.0028
O -2.6956 4.4974 16.3847 0.0003 0.0014 -0.0025
O 9.616 2.1876 11.6913 0.0087 -0.0135 -0.004
O 10.7628 10.6983 13.5776 0.0879 0.0161 -0.0677
O 5.9414 2.7352 14.8648 0.0044 -0.0037 -0.0001
O 6.4311 10.9489 14.9117 0 -0.0023 0.0003
O -0.5085 16.5088 15.4287 0.0019 -0.0021 -0.0019
O -2.1678 -1.5506 14.4529 0.0025 0.0044 0.001
O 4.0008 1.8105 11.7719 0.0045 -0.031 0.0022
O -7.3498 11.7539 19.0551 0.0021 0.0013 0.0009
O 2.7106 7.9306 11.1203 0.0396 0.1669 0.0569
O 5.7913 6.8932 12.2177 0.0314 0.0051 -0.0134
O 2.1469 -3.7406 19.4712 0.1873 0.2868 -0.1645
N 6.2277 8.2295 14.6015 -0.0098 0.0111 -0.0051
O 9.2173 6.9755 21.3107 0.0045 -0.0016 0.008
O 1.4769 12.7004 12.7542 0.042 -0.0527 0.0062
O -0.0335 8.2296 22.9614 -0.0031 -0.0036 -0.0086
O 6.622 9.0995 17.0692 0.0001 0.0009 -0.0026
O -3.4256 4.3123 18.9848 0.0001 -0.0002 0.0023
O 2.2971 0.2201 16.6428 0.0016 0.0008 0.0017
O -0.0348 3.0844 19.9767 0.0022 -0.0008 -0.0075
O 1.4983 4.7762 18.5887 0.0042 -0.0013 -0.0048
O 4.0372 10.1637 10.91 -0.0524 0.0233 0.1301
O 5.4136 2.7672 23.3348 -0.0006 -0.0016 -0.0018
O 3.6325 4.1043 15.7158 0.0038 0.0038 -0.0179
O 5.5631 13.4942 19.8173 -0.0008 -0.0015 -0.0025
O -3.2693 3.9127 11.6726 0.006 0.0019 0.0036
O 4.0205 8.6229 13.2334 -0.068 0.0559 -0.07
O 6.2458 0.5142 11.0089 -0.0722 -0.0295 -0.0191
O 9.6396 1.4606 18.1691 -0.0006 0.0013 0.0022
O -0.6047 13.7718 15.9832 -0.0008 -0.0018 -0.0001
O 4.4346 1.692 16.6571 0.0021 0.002 -0.0037
O 1.5029 13.094 18.1129 0 0.0005 -0.001
O 5.7294 -7.0033 17.2047 -0.003 -0.0036 -0.003
O 0.9879 6.5346 10.0151 0.0065 0.0054 0.0088
O 1.219 6.9009 16.9884 -0.0014 -0.0015 0.0005
O 2.0265 10.0796 12.5777 0.1458 -0.0403 -0.1116
O 7.7815 6.3779 10.597 0.0051 -0.0065 0.0012
O 11.2125 0.3184 10.9362 -0.0692 0.027 -0.0159
O 10.3444 11.5311 20.582 0.0045 -0.0066 -0.0073
O 3.0441 3.824 13.2735 0.0027 -0.0238 0.0061
H 2.6151 -2.9859 19.0674 -0.1887 -0.2838 0.1626

Results
free energy: -133795.184 eV
free energy less fixed offsets of H -15.97, N -385.13, O -568.88, Si -635.61 eV per atom: -1.004 eV

The program warned: the cutoff lies below the one the program advises for these potential files; the forces do not sum to zero within the program's tolerance; the exchange-correlation potential is rough where the density is thin.
